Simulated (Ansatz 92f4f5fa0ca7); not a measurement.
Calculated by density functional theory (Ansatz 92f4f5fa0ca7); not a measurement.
Periodic cell of 218 atoms, Si134O84, from a study of silicon, its oxide and their interface. The atomic structure is a simulated model.
Doubt: the cutoff is far below the 930 eV that the study's wrapper takes by default for these files, so forces and energies are approximate.
This geometry differs little from another in the collection (a relaxation step or a small displacement).

Settings: functional PBE; potential files Ansatz PAW; basis plane waves; wave-function cutoff 580 eV; density cutoff ratio 5; exchange-correlation grid ratio 1; k mesh 1 x 1 x 1, Gamma-centred; self-consistency stop 5e-08 eV per atom in the density residual; occupations fixed; spin none; net charge 0.

Cell vectors (angstrom)
a 10.938 0 0
b 0 10.938 0
c 0 0 31.5519

Atoms and the computed forces on them: element, x, y, z (angstrom), force x, y, z (eV/angstrom)
Si 0.5644 -0.4672 24.3228 0.0051 -0.0328 0.0108
Si 5.9461 -0.4172 24.3403 0.0087 -0.021 0.0117
Si 2.331 3.3483 24.0373 -0.0216 0.0112 0.0057
Si 7.5829 3.3993 24.1454 -0.0184 0.013 0.0202
Si 0.6118 5.2161 23.8681 0.0142 -0.0196 0.0089
Si 5.7802 5.0918 24.0093 0.0015 -0.0085 0.0027
Si 2.4679 8.8606 24.3164 -0.0164 0.0187 0.0167
Si 7.6356 8.7584 24.0843 -0.0096 0.0156 0.0027
Si 1.3935 1.4998 25.347 0.0109 0.0208 0.0143
Si 6.8664 1.4817 25.411 -0.0018 -0.0042 0.0076
Si 4.0864 4.1639 25.399 0.0083 -0.0073 0.0055
Si 9.6148 4.247 25.1583 0.0048 0.0038 0.0065
Si 1.4573 6.9087 25.3229 -0.0034 -0.008 0.008
Si 6.7807 6.8835 25.2902 -0.0005 0.0076 0.0073
Si 4.167 9.6888 25.6825 0.0043 0.0049 -0.0027
Si 9.5633 9.5579 25.363 -0.0061 -0.0001 0.0093
Si 2.6972 0.1383 26.8326 -0.0219 -0.0256 -0.0142
Si 8.2285 0.0369 26.7529 0.0044 -0.0004 -0.0033
Si -0.0742 2.7933 26.687 -0.004 -0.001 0.0022
Si 5.4104 2.7353 26.7755 0.0085 0.0116 -0.007
Si 2.7443 5.5267 26.7707 0.0002 0.0076 -0.0019
Si 8.2226 5.5306 26.6741 -0.0079 -0.0055 -0.0043
Si -0.0269 8.1602 26.7358 0.0193 0.0183 -0.0098
Si 5.4725 8.1494 26.8222 0.0026 -0.0032 0.0015
Si 4.1018 1.3673 28.1336 0.0499 0.4225 0.8939
Si 9.5708 1.3673 28.1336 0.1158 0.279 -0.0222
Si 1.3673 4.1018 28.1336 -0.21 0.1416 -0.4199
Si 6.8362 4.1018 28.1336 0.1181 0.1616 -0.5436
Si 4.1018 6.8362 28.1336 -0.0573 -0.1353 0.6535
Si 9.5708 6.8362 28.1336 -0.0626 -0.1308 0.078
Si 1.3673 9.5708 28.1336 -0.2586 0.0858 -0.3179
Si 6.8362 9.5708 28.1336 0.2224 0.0358 -0.1066
Si 0 0 29.5009 0.0525 -0.014 -0.0073
Si 5.469 0 29.5009 -0.0508 0.0165 -0.0185
Si 2.7345 2.7345 29.5009 0.1669 -0.049 0.0274
Si 8.2035 2.7345 29.5009 0.0321 -0.0055 -0.035
Si 0 5.469 29.5009 -0.0646 -0.0333 -0.0042
Si 5.469 5.469 29.5009 -0.0265 0.045 0.0092
Si 2.7345 8.2035 29.5009 0.1221 -0.006 -0.0198
Si 8.2035 8.2035 29.5009 0.101 0.071 0.0065
Si 1.3673 1.3673 30.8681 -0.0318 0.0345 -0.0067
Si 6.8362 1.3673 30.8681 0.0024 -0.0158 -0.0388
Si 4.1018 4.1018 30.8681 -0.04 0.0355 -0.0055
Si 9.5708 4.1018 30.8681 0.0208 -0.0037 -0.0225
Si 1.3673 6.8362 30.8681 -0.0391 0.0455 -0.0471
Si 6.8362 6.8362 30.8681 -0.033 -0.0053 -0.0152
Si 4.1018 9.5708 30.8681 -0.031 -0.0133 -0.0436
Si 9.5708 9.5708 30.8681 -0.051 0.0142 0.0055
Si 2.7345 0 0.6835 0.132 -0.0518 0.0001
Si 8.2035 0 0.6835 -0.0239 0.0221 0.0215
Si 0 2.7345 0.6835 -0.041 -0.0065 -0.0015
Si 5.469 2.7345 0.6835 -0.0046 -0.0762 0.0093
Si 2.7345 5.469 0.6835 0.0591 0.034 0.0151
Si 8.2035 5.469 0.6835 0.0626 -0.0212 -0.0085
Si 0 8.2035 0.6835 0.0552 -0.0403 0.0171
Si 5.469 8.2035 0.6835 -0.0393 0.0514 0.0035
Si 4.1018 1.3673 2.0507 -0.1087 0.0001 0.0059
Si 9.5708 1.3673 2.0507 0.0875 0.0259 -0.0416
Si 1.3673 4.1018 2.0507 -0.0613 -0.0902 -0.0375
Si 6.8362 4.1018 2.0507 -0.0354 0.1019 0.0237
Si 4.1018 6.8362 2.0507 -0.0197 -0.0296 -0.0361
Si 9.5708 6.8362 2.0507 -0.1351 0.0253 0.0118
Si 1.3673 9.5708 2.0507 -0.0663 0.0261 0.0397
Si 6.8362 9.5708 2.0507 -0.0032 -0.0624 -0.0586
Si 0 0 3.418 0.0157 0.3106 -0.3328
Si 5.469 0 3.418 0.2047 0.0025 0.3586
Si 2.7345 2.7345 3.418 -0.2697 -0.3716 -0.5507
Si 8.2035 2.7345 3.418 0.4157 -0.0156 0.698
Si 0 5.469 3.418 -0.1053 -0.4817 0.4965
Si 5.469 5.469 3.418 -0.0465 0.0585 -0.4542
Si 2.7345 8.2035 3.418 -0.0086 -0.3823 0.4644
Si 8.2035 8.2035 3.418 -0.124 -0.0075 -0.8397
Si 1.3653 1.3619 4.7935 -0.0054 -0.0035 0.0078
Si 6.8968 1.3389 4.8397 0.0019 0.004 0.0037
Si 4.1086 4.0519 4.6879 0.0148 0.0102 0.0111
Si 9.6341 4.0434 4.9494 -0.0075 -0.0024 -0.0012
Si 1.3693 6.7448 4.8392 0.0019 0.0018 0.0027
Si 6.86 6.8305 4.7154 -0.0089 -0.0085 0.0189
Si 4.1274 9.5397 4.7989 0.006 -0.0011 0.004
Si 9.55 9.5723 4.6853 -0.0017 0.009 0.0038
Si 2.6964 -0.073 6.1088 -0.011 -0.0184 -0.0109
Si 8.2815 -0.0934 6.2043 -0.007 0.0021 -0.0067
Si 0.1311 2.5705 6.4625 0.0089 0.0125 -0.007
Si 5.4566 2.7443 6.0809 0.0042 -0.0146 -0.0092
Si 2.7135 5.212 6.1624 -0.0106 -0.0042 -0.0098
Si 8.1505 5.5121 6.1734 0.0086 0.0089 -0.0182
Si -0.1337 8.1506 6.0208 0.0021 -0.0056 -0.0019
Si 5.5089 8.1443 6.1264 -0.0058 -0.0016 -0.0225
Si 3.8518 1.5666 7.3307 0.0033 0.0456 0.0116
Si 10.1762 0.5653 7.5169 0.0024 -0.0206 0.0059
Si 2.1221 3.3518 7.7055 0.0007 -0.027 0.0087
Si 6.2566 4.6316 7.2726 -0.0251 0.0112 -0.0035
Si 4.4497 6.3318 7.2058 0.031 -0.0055 0.0022
Si 9.0155 7.3723 7.3943 -0.0253 0.011 -0.0087
Si 1.0111 9.6943 7.3161 -0.0018 0.0358 -0.0118
Si 7.1801 9.165 7.4769 0.0259 -0.0071 0.0033
O 6.537 9.8125 8.9095 0.0009 -0.0025 0.0021
O 2.1011 3.6544 9.387 -0.004 0.0053 -0.0026
O 1.553 8.7008 8.5688 -0.002 -0.0154 0.0053
O -0.0492 -0.6828 11.1238 -0.0031 0.0035 0.0061
O 9.7362 6.9673 8.8333 0.011 -0.0048 0.0087
O 4.6965 0.8238 8.5672 -0.007 -0.009 -0.0064
O 3.648 6.769 8.5988 0.0011 -0.0113 -0.0144
O 9.6495 0.6288 9.11 -0.0047 0.0075 -0.001
O 5.3687 -0.2661 22.7865 -0.0313 -0.0097 -0.027
O 7.5217 3.0235 22.5385 -0.0029 -0.0035 -0.0035
O 3.0122 3.0207 22.5263 0.0033 -0.0084 -0.0116
O 5.2974 5.2692 22.4026 -0.0007 0.0031 -0.0004
O 7.5805 8.4189 22.4439 0.0044 -0.007 0.0008
O 1.676 3.7832 19.2427 -0.0009 -0.001 -0.0053
O 3.2827 8.8582 22.8356 0.009 -0.0028 -0.0035
O 0.1265 -0.2498 22.7574 -0.002 -0.0006 0.0022
Si 1.9265 2.7151 10.7398 0.0033 -0.003 -0.0066
Si 7.3382 0.9361 14.6708 0.0016 -0.0004 -0.0037
Si -7.2477 0.4618 11.8176 0.0089 -0.0019 -0.0227
Si 8.3342 2.5519 21.243 0.0094 0.0011 -0.0042
Si -3.589 11.3417 19.3519 0.0018 -0.0023 0.014
Si 9.8366 12.1594 17.7308 0.0009 0.0068 0.0033
Si 6.0647 7.323 19.1222 -0.0035 -0.0068 0.0083
Si 5.0785 10.4042 9.3969 -0.0013 0.0026 0.0116
Si 8.1429 4.7706 13.8916 0.0007 -0.0036 -0.0088
Si 1.4273 6.6254 21.1886 0.0056 0.0006 0.0046
Si 5.3678 5.1413 12.6255 0.0057 0.0072 -0.0106
Si -1.1015 9.9183 14.5486 -0.0032 0.0042 -0.0056
Si 9.5913 6.4583 10.361 0.0008 0.0086 -0.0029
Si -2.5994 14.1035 16.3531 0.0026 -0.0017 -0.0005
Si 2.8922 8.0484 9.2639 -0.0033 0.0021 0.0174
Si 7.198 4.3734 10.304 -0.0019 -0.0072 0.0074
Si -0.581 0.7557 10.5701 0.0029 0.0014 0.0025
Si 4.3707 5.6279 21.0978 -0.0026 -0.007 0.0084
Si 0.9796 5.0756 18.5395 0.0026 0.0055 0.009
Si 1.3844 6.9254 11.7866 0.0013 -0.0045 -0.0204
Si 0.0228 8.9823 20.1762 0.0017 0.0063 0.0017
Si 5.0407 6.8343 16.4356 -0.0016 -0.0024 0.0042
Si -6.123 10.0491 19.0627 -0.0128 -0.0059 0.0143
Si -2.7553 2.323 12.1848 0.0032 -0.0038 -0.0139
Si -2.5152 7.686 12.7799 0.0011 0.0008 -0.0196
Si 4.6364 10.5851 14.406 0.0008 -0.0051 -0.0064
Si -1.6024 14.6521 18.9293 -0.0007 -0.0015 0.0119
Si 3.2614 3.4109 19.1094 -0.0003 -0.0027 0.0098
Si 3.1761 9.4375 16.7552 0 0.0001 0.008
Si 2.5278 4.392 13.2162 -0.0043 -0.0083 -0.0116
Si 2.9567 4.5288 16.3308 0.0013 -0.0007 0.0058
Si 2.6191 1.8606 21.4394 0.004 -0.0199 0.0162
Si 0.1802 9.5185 17.1839 -0.0021 0.0031 0.0076
Si 4.0016 -0.8169 22.0872 -0.0023 0.035 -0.0194
Si 10.8577 0.7257 21.4923 -0.0099 0.0067 -0.0101
Si 0.8996 -1.0716 12.4069 -0.0029 0.0033 -0.0128
Si 8.059 8.5825 20.8929 -0.0063 0.002 0.012
Si -5.3801 7.8246 13.6986 -0.0001 0.0002 -0.007
O -4.0616 8.1498 12.8292 -0.0003 0.0013 0.0088
O 9.6556 8.3752 20.9084 -0.0021 -0.0003 -0.0008
O -4.804 -0.0997 14.9869 -0.0019 -0.0001 0.0012
O 7.5023 -3.5293 19.8871 0.0035 -0.0008 -0.0057
O -0.0603 8.6844 18.5635 -0.0016 -0.0014 -0.0005
O 1.6543 3.4548 12.1829 0.0029 0.0033 0.0085
O -4.2718 4.1924 8.8062 0.0027 -0.0067 -0.0104
O -3.5783 1.7835 20.2046 -0.0016 -0.0016 -0.0067
O 10.0579 9.1847 15.9959 -0.0015 0.0001 0.0011
O -0.8059 2.2609 18.9584 -0.0005 0.0004 -0.0048
O 1.1531 6.2578 19.6224 -0.001 -0.0055 -0.0023
O 8.4366 0.4275 18.1153 -0.0024 -0.0005 -0.0025
O 3.369 2.0157 19.9798 0.0018 0.0054 -0.0033
O 5.9551 6.4383 17.7462 0.0027 0.0003 -0.0017
O 1.9905 5.9075 12.9122 0.0018 0.0008 0.0084
O 0.2732 10.4709 13.8143 0.0039 -0.0025 0.0056
O 0.6552 1.7821 10.3952 -0.0049 0.0009 0.0031
O 6.059 -5.7475 11.1481 0.0019 0.0014 0.0043
O 4.3879 -1.2086 20.5807 -0.0128 0.0161 0.0231
O -1.4908 12.4151 21.7278 0.0058 -0.0064 0.0039
O 1.7249 5.3293 17.0975 -0.0026 0.0004 -0.0014
O 11.9375 12.8575 21.3199 0.0122 -0.0027 0.0006
O 3.5224 3.4208 17.4652 -0.0006 -0.0016 -0.0003
O 12.1679 8.2622 21.0367 0.0049 -0.0021 0.0057
O 3.5902 10.5389 15.6344 -0.001 -0.0034 0.004
O 3.4501 -0.787 18.1957 0.0088 -0.0005 -0.0042
O 0.4528 5.8875 22.3114 -0.0042 0.0112 -0.0109
O 4.2134 5.5048 15.9926 0.0005 0.0005 -0.0027
O 4.2068 4.4533 19.9542 0.0005 0.0016 0.0019
O 7.3407 2.8698 10.91 0.0013 0.0031 0.0069
O 7.1936 -8.7467 15.718 -0.0013 -0.0005 0.0004
O 2.3911 10.4219 12.0455 -0.0004 -0.0003 0.0083
O 8.6595 5.1095 10.3703 0.0113 -0.0024 0.0072
O 4.0842 15.0981 12.7431 -0.0097 -0.007 0.0105
O -2.09 7.6305 11.2153 0.0036 -0.0056 0.005
O 4.5846 9.114 13.6962 -0.0013 0.0054 0.0093
O 5.0163 6.8561 20.2594 0.0043 0.0073 -0.0091
O -1.6012 1.3196 11.687 0.0025 -0.0022 0.0022
O 4.2199 0.7978 13.3299 0.0001 -0.0008 0.0105
O 5.9961 7.3415 15.2091 0.0024 0.0007 0.0015
O -2.2328 6.2293 13.4643 0.0012 -0.0021 0.0067
O 9.6901 13.1646 16.4313 -0.0002 -0.0025 0.0025
O 5.8038 11.3165 18.8181 0.0005 -0.0016 -0.007
O -5.2152 8.8036 18.5665 -0.004 0.0069 -0.0021
O 4.7738 6.6193 12.9555 -0.0048 -0.0015 0.0119
O 4.9574 10.7459 10.9977 -0.0033 -0.0006 0.004
O 8.8837 3.9111 20.483 -0.0014 0.0033 0.0026
O -2.8892 3.638 17.9008 0.0009 0.0008 -0.0012
O -2.4142 4.503 15.4501 0.0004 -0.0015 0.0028
O 7.1704 1.4991 13.1515 0.0016 -0.0002 0.0089
O 2.9216 6.153 21.6363 -0.008 0 0.003
O 3.2471 12.7163 10.9674 -0.0039 0.0024 0.0083
O -2.1639 11.124 14.7953 0 -0.001 0.0032
O 0.9019 8.2512 12.5946 0.0014 -0.0034 0.0102
O 0.1364 6.19 11.0005 0.0015 0.001 0.0095
O -3.2744 10.0657 20.3259 0.0047 0.004 -0.0015
O 0.1142 0.1986 17.4478 0.0007 -0.0006 0.0002
O 3.9381 8.0078 16.6688 0.0008 0.0034 0.0005
O 0.03 10.6192 20.2419 -0.0013 -0.0005 0.0023
O -1.6955 8.8151 13.5506 0.0032 -0.001 0.0109
O -9.3219 -1.8337 16.5864 0.0072 0.0028 0.0004
O 2.5027 7.4596 10.7279 -0.0091 -0.002 0.0102
O 2.4227 14.962 14.8392 -0.0014 0.0033 0.0014
O 3.9626 9.2563 9.1675 0.0048 0.0069 0.0031
O 8.842 3.5875 12.9992 -0.0025 -0.0016 0.007
O 13.8778 0.4096 22.0764 0.0327 -0.003 0.0051
O -0.6188 15.8041 18.3488 -0.0009 -0.001 -0.0048
O 6.5186 4.6942 13.6988 0.0017 0.0012 0.0085

Results
free energy: -132955.375 eV
free energy less fixed offsets of O -568.88, Si -635.61 eV per atom: 2.285 eV

The program warned: the cutoff lies below the one the program advises for these potential files; the exchange-correlation potential is rough where the density is thin.
